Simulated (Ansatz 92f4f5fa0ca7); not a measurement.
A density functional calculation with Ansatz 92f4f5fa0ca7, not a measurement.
Periodic cell of 223 atoms, Si132O90B1, from a study of silicon, its oxide and their interface. The atomic structure is a simulated model.
Doubt: the cutoff is far below the 930 eV that the study's wrapper takes by default for these files, so forces and energies are approximate.
This geometry differs little from another in the collection (a relaxation step or a small displacement).

Settings: functional PBE; potential files Ansatz PAW; basis plane waves; wave-function cutoff 580 eV; density cutoff ratio 5; exchange-correlation grid ratio 1; k mesh 1 x 1 x 1, Gamma-centred; self-consistency stop 5e-08 eV per atom in the density residual; occupations fixed; spin none; net charge -1 e, with a uniform compensating background and no finite-size correction.

Cell vectors (angstrom)
a, 10.938, 0, 0
b, 0, 10.938, 0
c, 0, 0, 32.1988

Atoms and the computed forces on them: element, x, y, z (angstrom), force x, y, z (eV/angstrom)
Si, 10.5932, 0.2178, 24.885, 0.0029, 0.0217, 0.2077
Si, 5.7429, 10.671, 24.7615, 0.0183, -0.0194, 0.1747
Si, 2.4885, 2.9061, 24.6594, -0.0206, 0.0206, 0.1945
Si, 8.4333, 2.4556, 24.8444, 0.0206, -0.0067, 0.1619
Si, 0.2818, 5.1578, 24.7785, 0.027, -0.0168, 0.168
Si, 5.164, 5.7401, 24.7088, -0.0312, 0.0244, 0.1834
Si, 2.9393, 8.0001, 24.6118, 0.0204, -0.0324, 0.2049
Si, 7.945, 8.4279, 24.7535, -0.0121, 0.0092, 0.1941
Si, 1.3356, 1.3745, 26.0597, -0.0065, 0.0135, -0.0279
Si, 6.8498, 1.3032, 26.1389, 0.0138, -0.0158, 0.0136
Si, 4.0527, 4.0961, 26.0095, -0.0064, 0.0087, -0.0099
Si, 9.6117, 4.0512, 26.1077, 0.0067, 0.0002, -0.0125
Si, 1.4031, 6.8203, 26.0219, 0.0055, 0.0073, -0.0024
Si, 6.7742, 6.8444, 26.0496, 0.0019, 0.015, -0.0237
Si, 4.105, 9.528, 26.0179, 0.0006, -0.0011, -0.0214
Si, 9.472, 9.5615, 26.1688, -0.0283, 0.0123, 0.0047
Si, 2.7323, -0.0154, 27.3719, -0.0064, -0.0015, -0.0598
Si, 8.1635, -0.0278, 27.5828, -0.0157, -0.0192, 0.1113
Si, 0.0172, 2.7121, 27.5125, 0.0076, 0.0061, 0.0782
Si, 5.4458, 2.7361, 27.392, -0.0017, -0.0114, -0.0526
Si, 2.7355, 5.4596, 27.4554, 0.001, 0.0093, 0.0235
Si, 8.1897, 5.464, 27.3811, 0.0015, -0.0124, -0.0539
Si, -0.0015, 8.1751, 27.4014, -0.0043, -0.0113, -0.0545
Si, 5.4436, 8.193, 27.4709, -0.0191, -0.0143, 0.045
Si, 4.0812, 1.3582, 28.765, 0.0177, 0.0043, 0.0673
Si, 9.5853, 1.3504, 28.8854, -0.0291, -0.0025, -0.135
Si, 1.3722, 4.1069, 28.8517, -0.0224, -0.0646, -0.0922
Si, 6.8304, 4.0975, 28.763, 0.0089, -0.0154, 0.068
Si, 4.1034, 6.8124, 28.8386, -0.0074, 0.0076, -0.0619
Si, 9.5581, 6.8143, 28.7727, 0.0048, 0.0351, 0.0532
Si, 1.372, 9.5584, 28.7597, -0.034, -0.0017, 0.0685
Si, 6.7788, 9.5351, 28.8999, 0.1001, 0.0265, -0.15
Si, 0.0257, -0.0319, 30.1955, 0.0307, -0.024, 0.0089
Si, 5.423, 0.0042, 30.1945, -0.0488, 0.0501, 0.0203
Si, 2.742, 2.7177, 30.1855, -0.0103, -0.0051, -0.0002
Si, 8.1927, 2.746, 30.1746, -0.0174, 0.012, 0.0024
Si, -0.0219, 5.4642, 30.1779, -0.0245, 0.0223, -0.0008
Si, 5.4839, 5.4463, 30.1841, 0.0172, -0.0046, 0.0032
Si, 2.7213, 8.2007, 30.1623, -0.0016, 0.0255, -0.0139
Si, 8.2042, 8.1658, 30.1926, 0.017, -0.0225, 0.0174
Si, 1.3825, 1.3475, 31.571, 0.0054, 0.0091, 0.0122
Si, 6.8208, 1.3748, 31.5269, 0.0121, -0.0014, 0.0083
Si, 4.1145, 4.0822, 31.5538, 0.004, -0.0137, 0.0009
Si, 9.5583, 4.1017, 31.5591, 0.0219, 0.0012, 0.0129
Si, 1.3526, 6.84, 31.5231, -0.0187, 0.0057, -0.0135
Si, 6.8491, 6.7993, 31.5768, -0.0142, 0.0035, 0.0203
Si, 4.0682, 9.5655, 31.5605, -0.007, -0.0325, 0.025
Si, 9.577, 9.5458, 31.5488, -0.0045, -0.0003, -0.0057
Si, 2.7378, -0.0112, 0.7725, -0.0267, 0.0085, 0.0387
Si, 8.19, 0.0004, 0.6821, 0.0083, 0.0155, 0.0129
Si, -0.0046, 2.7282, 0.7222, -0.0221, -0.0296, -0.0133
Si, 5.4824, 2.7216, 0.7338, -0.0214, 0.0223, -0.0077
Si, 2.7299, 5.4824, 0.6855, 0.0075, -0.0031, -0.0321
Si, 8.2114, 5.4409, 0.7742, -0.0033, 0.0119, 0.0381
Si, 0.0069, 8.1841, 0.72, -0.0122, 0.0021, -0.008
Si, 5.4613, 8.196, 0.7149, 0.0188, 0.0178, -0.0145
Si, 4.1464, 1.357, 2.1246, 0.0127, 0.0098, -0.0551
Si, 9.5424, 1.3548, 2.0744, 0.017, 0.0352, 0.0026
Si, 1.3772, 4.1252, 2.0572, -0.0515, 0.0307, -0.0474
Si, 6.8423, 4.0532, 2.1404, -0.0164, -0.0253, -0.0297
Si, 4.0978, 6.8194, 2.0828, 0.0102, 0.021, 0.0029
Si, 9.5757, 6.8554, 2.1107, 0.0402, -0.0262, -0.0631
Si, 1.3483, 9.5416, 2.1135, 0.0509, -0.0574, -0.0401
Si, 6.8161, 9.599, 2.066, -0.0769, -0.01, -0.0291
Si, -0.0665, -0.0448, 3.4266, 0.0939, 0.0657, 0.1015
Si, 5.5217, 0.0153, 3.5367, -0.0089, 0.034, -0.0033
Si, 2.7772, 2.7899, 3.3944, -0.0503, -0.1514, 0.1178
Si, 8.1543, 2.6289, 3.5285, 0.0628, 0.0468, 0.0045
Si, 0.0193, 5.476, 3.4543, -0.095, -0.0034, -0.054
Si, 5.4682, 5.4562, 3.4553, 0.0528, 0.0241, 0.0324
Si, 2.7633, 8.1984, 3.4786, -0.0829, 0.0428, -0.097
Si, 8.1966, 8.2705, 3.4124, 0.073, -0.0758, 0.1158
Si, 1.3694, 1.3812, 4.6456, 0.0271, 0.0383, -0.1494
Si, 6.9826, 1.1587, 5.065, -0.2982, 0.2996, 0.0214
Si, 4.1591, 4.0601, 4.8601, 0.0195, 0.0351, -0.0507
Si, 9.5526, 4.0834, 4.7557, -0.0047, 0.0602, -0.0142
Si, 1.4001, 6.8268, 4.8303, 0.0021, 0.0467, 0.007
Si, 6.8216, 6.9073, 4.7521, 0.0026, -0.0283, -0.1149
Si, 4.1184, 9.5835, 4.8541, -0.0545, 0.0117, 0.0432
Si, 9.4097, 9.6808, 4.8852, -0.1986, 0.0279, 0.249
Si, 2.7138, 0.0995, 6.098, -0.0099, 0.0394, -0.0856
B, 8.1715, -0.076, 6.1849, 0.4886, -0.2825, 0.5672
Si, -0.0528, 2.6334, 6.0134, -0.1363, -0.1685, 0.0904
Si, 5.5065, 2.6723, 6.3349, 0.0406, -0.0954, -0.0755
Si, 2.7924, 5.4763, 6.2091, 0.0283, -0.0251, 0.0281
Si, 8.1665, 5.4861, 6.0682, 0.0183, -0.0005, -0.0676
Si, -0.0356, 8.2185, 6.0937, -0.0426, -0.0027, -0.0612
Si, 5.5615, 8.2978, 6.2184, 0.1617, 0.0926, 0.1527
Si, 3.7874, 1.5964, 7.6267, -0.0359, -0.0996, -0.2676
Si, 9.5479, 1.005, 7.2156, 0.5414, 0.033, -0.0675
Si, 1.5433, 3.7821, 7.293, -0.0886, -0.0336, -0.1414
Si, 6.6213, 4.4309, 7.4979, 0.0345, 0.1033, -0.2324
Si, 4.4192, 6.7024, 7.5077, -0.0048, 0.0002, -0.1424
Si, 9.364, 7.0032, 7.3919, -0.1576, 0.1036, -0.2042
Si, 1.0344, 9.9307, 7.2749, -0.0303, 0.0834, -0.1865
Si, 7.2972, 9.4614, 7.5148, -0.2117, -0.3536, -0.3294
O, 8.2974, 8.1724, 7.7813, 0.1487, 0.0314, 0.0589
O, 2.6444, 2.7457, 7.9594, 0.0657, 0.0037, 0.1314
O, 9.5268, 1.3395, 24.2831, -0.0068, 0.0091, -0.0921
O, 4.0578, 6.8552, 24.1483, 0.0032, 0.0011, -0.1092
O, -0.1302, 0.0431, 7.7942, -0.0818, -0.1674, 0.0534
O, 5.5089, 5.5552, 8.0217, -0.0386, -0.0204, 0.1199
O, 6.8538, 9.5599, 24.2179, -0.0063, 0.0099, -0.0958
O, 1.3772, 4.0507, 24.1907, -0.0113, 0.004, -0.0955
O, 3.8599, 7.5411, 8.8429, -0.074, 0.024, 0.2155
O, 0.6508, 4.3744, 8.5319, -0.0136, 0.0694, 0.2199
O, 9.8109, 6.3182, 8.8359, 0.1067, -0.0781, 0.2413
O, 1.8941, 9.4125, 8.5727, 0.0795, -0.1065, 0.2471
O, 7.4976, 3.9746, 8.8229, 0.0287, -0.0678, 0.2006
O, 4.1792, 0.9201, 9.0962, 0.0644, 0.0359, 0.3078
O, 6.8417, 9.6596, 9.1268, 0.0233, 0.1463, 0.3251
O, 9.035, 1.787, 8.5938, -0.2416, 0.0864, 0.2245
O, 7.7235, 3.1492, 23.5371, -0.0862, 0.0682, -0.2164
O, 10.5087, 5.8357, 23.4666, -0.0657, 0.077, -0.2035
O, 5.0991, 0.4299, 23.4219, -0.0591, 0.079, -0.2143
O, 5.8769, 5.0881, 23.3756, 0.0637, -0.0803, -0.1908
O, 3.1156, 2.2005, 23.2919, 0.0823, -0.0636, -0.2085
O, 2.3074, 8.7095, 23.2373, -0.0857, 0.0651, -0.1972
O, 8.6275, 7.7408, 23.4173, 0.0847, -0.0696, -0.2133
O, 0.2548, 10.3267, 23.6189, 0.046, -0.0805, -0.2316
Si, 4.4035, 1.5656, 22.486, -0.0079, 0.0069, 0.334
Si, 3.5155, 7.9357, 14.0009, -0.0059, 0.0304, -0.2791
Si, 7.1352, 0.9677, 14.637, 0.0343, -0.0057, -0.2338
Si, 0.9527, 9.3499, 22.5397, 0.0132, -0.0326, 0.3257
Si, 1.1801, 4.3177, 11.8692, -0.05, 0.0761, -0.3567
Si, 6.2759, 8.9701, 15.3071, 0.0161, -0.0113, -0.1617
Si, 0.7085, 1.3658, 12.2853, -0.0092, -0.0049, -0.2764
Si, 8.6385, 4.9492, 20.5159, -0.0325, 0.0478, 0.2007
Si, 0.2999, 5.7253, 9.3443, -0.1224, 0.0615, -0.4173
Si, 5.1116, 3.1102, 17.9342, -0.0179, -0.0123, -0.0265
Si, 0.875, 3.7312, 16.7143, -0.0372, -0.0152, -0.0974
Si, 10.4077, 2.838, 19.2135, -0.0084, 0.017, 0.074
Si, 5.2307, 1.1878, 10.3409, 0.0173, -0.1354, -0.4181
Si, 0.8954, 0.1695, 19.8556, 0.0296, -0.0548, 0.1488
Si, 6.6926, 9.4811, 10.7571, -0.0646, 0.0883, -0.5283
Si, 9.3554, 9.6721, 18.3144, 0.0272, 0.0225, -0.0134
Si, 9.4095, 9.2596, 12.5456, -0.0702, 0.0564, -0.3351
Si, 6.5872, 3.8424, 22.6017, -0.0051, -0.0052, 0.3075
Si, 2.4082, 8.0948, 9.3574, 0.006, 0.0661, -0.4598
Si, 10.6088, 7.365, 17.0542, -0.0193, 0.0283, -0.0612
Si, 2.5277, 6.2814, 16.5371, -0.0014, 0.0165, -0.1239
Si, 10.1652, 4.4805, 14.1553, 0.0126, -0.0258, -0.2516
Si, 6.1512, 9.18, 18.5067, -0.0062, 0.0223, -0.022
Si, 7.9227, 2.5512, 9.4964, 0.0873, -0.0296, -0.4921
Si, 8.9002, 2.1168, 12.3932, -0.0087, 0.0493, -0.3741
Si, 5.3536, 6.237, 18.0476, 0.0109, -0.0094, -0.0077
Si, 3.9398, 0.5524, 19.4791, -0.0185, 0.0276, 0.1664
Si, 4.2729, 3.8593, 12.0448, 0.0181, -0.0582, -0.3322
Si, 5.5732, 6.6328, 12.0628, 0.0303, 0.1044, -0.3315
Si, 8.0228, 2.4935, 17.2078, 0.0064, -0.0239, -0.0675
Si, 4.3698, 2.4881, 14.9491, -0.0004, 0.0339, -0.2059
Si, 1.5597, 1.2047, 15.2432, -0.0348, 0.0144, -0.1986
Si, 1.593, 9.4167, 12.0288, 0.0361, -0.0684, -0.3386
Si, 8.0653, 6.8625, 13.8388, 0.006, 0.0047, -0.2288
Si, 10.3888, 9.8384, 15.4693, -0.0313, 0.03, -0.2031
Si, 9.8176, 7.0037, 22.5742, -0.017, 0.0145, 0.3086
Si, 8.1311, 5.4843, 17.4135, 0.0185, -0.0092, 0.0062
O, 6.0852, 7.9657, 11.1689, -0.0418, -0.1709, 0.1855
O, 6.0387, 9.2064, 16.8887, -0.0055, 0.0035, 0.0771
O, 7.7071, 1.3486, 13.1624, -0.0596, -0.0417, 0.1844
O, 0.9107, 1.7487, 13.8569, 0.0348, -0.0079, 0.1837
O, 9.4596, 6.2354, 16.8744, 0.0047, 0.0058, 0.021
O, 6.7899, 6.2405, 13.0636, 0.0757, -0.0114, 0.1367
O, 5.155, 4.6513, 18.5946, -0.0036, 0.0078, -0.0095
O, 9.2329, 2.1383, 18.2679, -0.0031, -0.0009, -0.0102
O, 2.3828, 0.0878, 19.1001, 0.0106, 0.0028, -0.0522
O, 9.4278, 10.2353, 16.7563, -0.0148, -0.0076, 0.0625
O, 2.7872, 4.4676, 11.7053, 0.0375, -0.0189, 0.1035
O, 5.082, 10.3183, 19.1068, 0.0265, -0.0275, -0.0332
O, 9.4225, 3.2559, 13.4061, 0.0315, 0.0762, 0.1321
O, 0.4655, 1.7605, 19.9468, -0.0126, 0.0144, -0.0391
O, 3.1747, 1.3547, 15.0424, 0.0088, -0.0055, 0.0577
O, 8.1812, 5.3929, 19.0303, -0.0157, 0.0086, -0.0836
O, 3.9101, 6.5712, 17.3564, 0.0168, 0.0013, 0.0259
O, 4.5754, 3.2702, 16.3822, 0.0143, 0.0149, 0.0797
O, 9.0519, 5.6584, 14.2987, 0.0048, -0.0113, 0.0675
O, 5.4657, 2.7548, 22.1565, -0.003, -0.0047, -0.1022
O, 10.6542, 4.0948, 15.647, 0.0457, -0.0185, 0.1236
O, 0.335, 3.8574, 18.2518, 0.0081, 0.0052, -0.002
O, 10.4413, 10.5018, 19.2174, -0.0336, -0.0083, -0.0388
O, 9.6497, 10.0364, 14.0117, 0.0443, 0.0166, 0.1977
O, 10.9108, 8.1182, 22.113, 0.008, 0.0121, -0.1001
O, 1.2135, 2.1512, 16.5173, -0.001, 0.0209, 0.0574
O, 9.7419, 3.7452, 20.4016, 0.0304, -0.0379, -0.0732
O, 8.1437, 4.029, 16.6956, -0.0099, 0.0051, 0.0163
O, -0.0205, 9.1195, 11.8875, -0.0171, 0.0043, 0.1214
O, 6.5906, 2.3932, 17.9873, -0.0027, 0.0061, 0.0076
O, 5.5999, 10.7067, 11.1357, -0.0175, 0.0134, 0.1656
O, 7.7659, 9.5801, 18.8353, -0.0084, -0.0032, -0.0065
O, 10.0663, 1.0014, 12.0434, 0.0168, 0, 0.1091
O, 1.3979, 6.8729, 9.0498, 0.0274, -0.0459, 0.1556
O, 0.6203, 4.7772, 13.3367, -0.0603, 0.0129, 0.1757
O, 5.7053, 7.6182, 18.9654, -0.0035, -0.0029, -0.0101
O, 5.2384, 5.0966, 11.4951, -0.0126, 0.0018, 0.1055
O, 2.7506, 6.9595, 15.07, -0.0371, -0.0534, 0.1317
O, 0.9353, 2.7467, 11.4597, 0.0056, -0.0375, 0.1135
O, 0.8756, 10.6782, 15.5301, 0.0019, -0.012, 0.0629
O, 2.4202, 8.5701, 10.9071, -0.0641, 0.0965, 0.3113
O, 4.6634, 2.4275, 11.2905, -0.063, 0.1768, 0.2196
O, 4.2463, 3.5378, 13.6784, 0.0006, -0.056, 0.2168
O, 2.1826, 4.6791, 16.4445, 0.0077, 0.0141, 0.0313
O, 10.7005, 8.2472, 15.6736, 0.0119, -0.0359, 0.0684
O, 6.9307, 10.3022, 14.6622, -0.016, -0.0142, 0.0657
O, 2.3561, 8.9563, 13.4152, 0.0658, -0.0426, 0.1705
O, 8.0501, 1.5318, 15.8816, 0.0154, 0.0359, 0.0961
O, 4.1749, 7.0534, 12.7996, -0.0689, 0.0338, 0.1582
O, 4.1901, 2.0059, 18.7323, 0.0121, 0.0192, -0.0356
O, 7.3072, 4.4103, 21.2712, 0.069, 0.0289, -0.1502
O, 8.4533, 2.8349, 11.0077, 0.0673, -0.0228, 0.3484
O, 1.2068, 6.8776, 17.3198, 0.0008, -0.003, 0.0239
O, 5.6793, 1.61, 14.7159, -0.0206, 0.0187, 0.0653
O, 8.1564, 9.754, 11.5469, 0.1573, -0.0221, 0.2138
O, 9.2218, 6.275, 21.2542, -0.0382, -0.0702, -0.1512
O, 8.9998, 7.7265, 12.8524, -0.0314, -0.0662, 0.1227
O, 1.6906, 0.1238, 11.8701, -0.0118, 0.0243, 0.0999
O, 6.6706, 6.153, 17.0575, -0.0161, 0.0002, 0.0128
O, 7.3981, 7.8016, 15.0145, -0.0323, 0.0437, 0.089
O, 1.2095, 10.2961, 21.2429, -0.0014, 0.0878, -0.1958
O, 10.0502, 8.1944, 18.3345, 0, -0.0029, 0.0055
O, 3.9729, 0.8472, 21.0931, -0.0234, -0.0534, -0.2103
O, 0.3248, 5.3214, 10.9071, 0.0558, -0.108, 0.2809
O, 6.5989, 1.6314, 9.5905, -0.0852, 0.0096, 0.1392
O, 4.783, 8.7153, 14.6847, 0.0383, 0.0179, 0.0795

Results
free energy: -135250.571 eV
free energy less fixed offsets of B -154.04, O -568.88, Si -635.61 eV per atom: 3.189 eV

The program warned: the cutoff lies below the one the program advises for these potential files; the forces do not sum to zero within the program's tolerance; the exchange-correlation potential is rough where the density is thin.
